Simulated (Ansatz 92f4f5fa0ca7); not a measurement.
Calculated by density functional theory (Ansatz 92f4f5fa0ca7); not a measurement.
Periodic cell of 240 atoms, Si147O87H6, from a study of silicon, its oxide and their interface. The atomic structure is a simulated model.
Doubt: the cutoff is far below the 930 eV that the study's wrapper takes by default for these files, so forces and energies are approximate.
This geometry differs little from another in the collection (a relaxation step or a small displacement).

Settings
functional: PBE
potential files: Ansatz PAW
basis: plane waves
wave-function cutoff: 580 eV
density cutoff ratio: 5
exchange-correlation grid ratio: 1
k mesh: 1 x 1 x 1, Gamma-centred
self-consistency stop: 5e-08 eV per atom in the density residual
occupations: fixed
spin: none
net charge: 0

Cell vectors (angstrom)
a, 11.6015, 0, 0
b, 0, 10.938, 0
c, 0, 0, 33.1891

Atoms: element, x, y, z (angstrom)
Si, 0.1309, -0.0835, 24.355
Si, 4.0438, 0.0451, 24.396
Si, 7.8671, -0.0185, 24.5607
Si, 2.0474, 1.3045, 24.4459
Si, 6.0116, 1.3979, 24.3622
Si, 9.8238, 1.2854, 24.5625
Si, -0.0138, 5.4558, 24.3941
Si, 4.0545, 5.6457, 24.4759
Si, 7.8721, 5.1668, 24.596
Si, 1.9925, 6.7728, 24.4811
Si, 6.0958, 6.764, 24.6654
Si, 9.6003, 6.744, 24.5259
Si, 2, 2.7195, 26.3561
Si, 5.8768, 2.6636, 26.3863
Si, 9.7862, 2.6536, 26.4964
Si, 0.048, 4.085, 26.3777
Si, 3.9707, 4.0523, 26.2995
Si, 7.8227, 3.9429, 26.5481
Si, 2.0053, 8.2385, 26.3561
Si, 5.9293, 8.2064, 26.516
Si, 9.7259, 8.1674, 26.4437
Si, 0.0644, 9.5363, 26.3521
Si, 3.9841, 9.5751, 26.3455
Si, 7.8268, 9.5695, 26.499
Si, 0.0573, -0.029, 28.3157
Si, 3.9015, -0.0204, 28.3256
Si, 7.7811, 0.0262, 28.3921
Si, 1.9709, 1.368, 28.3237
Si, 5.8236, 1.3379, 28.3403
Si, 9.742, 1.3168, 28.4138
Si, 0.0586, 5.4592, 28.3159
Si, 3.9, 5.4397, 28.2826
Si, 7.7796, 5.4626, 28.3648
Si, 1.9908, 6.8351, 28.3046
Si, 5.8324, 6.7984, 28.3853
Si, 9.7203, 6.8016, 28.3701
Si, 1.9336, 2.7345, 30.2899
Si, 5.8008, 2.7345, 30.2899
Si, 9.6679, 2.7345, 30.2899
Si, 0, 4.1018, 30.2899
Si, 3.8672, 4.1018, 30.2899
Si, 7.7343, 4.1018, 30.2899
Si, 1.9336, 8.2035, 30.2899
Si, 5.8008, 8.2035, 30.2899
Si, 9.6679, 8.2035, 30.2899
Si, 0, 9.5708, 30.2899
Si, 3.8672, 9.5708, 30.2899
Si, 7.7343, 9.5708, 30.2899
Si, 0, 0, 32.2235
Si, 3.8672, 0, 32.2235
Si, 7.7343, 0, 32.2235
Si, 1.9336, 1.3673, 32.2235
Si, 5.8008, 1.3673, 32.2235
Si, 9.6679, 1.3673, 32.2235
Si, 0, 5.469, 32.2235
Si, 3.8672, 5.469, 32.2235
Si, 7.7343, 5.469, 32.2235
Si, 1.9336, 6.8362, 32.2235
Si, 5.8008, 6.8362, 32.2235
Si, 9.6679, 6.8362, 32.2235
Si, 1.9336, 2.7345, 0.9679
Si, 5.8008, 2.7345, 0.9679
Si, 9.6679, 2.7345, 0.9679
Si, 0, 4.1018, 0.9679
Si, 3.8672, 4.1018, 0.9679
Si, 7.7343, 4.1018, 0.9679
Si, 1.9336, 8.2035, 0.9679
Si, 5.8008, 8.2035, 0.9679
Si, 9.6679, 8.2035, 0.9679
Si, 0, 9.5708, 0.9679
Si, 3.8672, 9.5708, 0.9679
Si, 7.7343, 9.5708, 0.9679
Si, -0.0502, 0.0058, 2.8999
Si, 3.8017, 0.026, 2.8868
Si, 7.6897, 0.0486, 2.8603
Si, 1.8677, 1.3947, 2.927
Si, 5.7365, 1.3621, 2.8966
Si, 9.6366, 1.3639, 2.8933
Si, -0.0473, 5.5071, 2.8998
Si, 3.8215, 5.5231, 2.8546
Si, 7.7004, 5.489, 2.8827
Si, 1.8856, 6.8604, 2.9273
Si, 5.7737, 6.8406, 2.8857
Si, 9.6186, 6.8517, 2.9207
Si, 1.8408, 2.8191, 4.8638
Si, 5.7077, 2.7687, 4.8072
Si, 9.6112, 2.7401, 4.8256
Si, -0.1246, 4.184, 4.8642
Si, 3.793, 4.1586, 4.7605
Si, 7.6543, 4.0432, 4.7514
Si, 1.8438, 8.2515, 4.8737
Si, 5.7486, 8.2602, 4.7765
Si, 9.5305, 8.233, 4.8699
Si, -0.0987, 9.5703, 4.8368
Si, 3.8066, 9.5888, 4.8058
Si, 7.6716, 9.6575, 4.794
Si, -0.0374, 0.0332, 6.7411
Si, 3.8661, 0.0374, 6.7164
Si, 7.6959, 0.1224, 6.7278
Si, 1.9281, 1.3548, 6.7358
Si, 5.7608, 1.4534, 6.7839
Si, 9.6828, 1.4458, 6.8222
Si, -0.303, 5.6226, 6.8089
Si, 3.7181, 5.5666, 6.6618
Si, 7.4875, 5.3376, 6.6741
Si, 1.7287, 6.8436, 6.7909
Si, 5.7158, 6.877, 6.6773
Si, 9.2633, 6.8903, 6.8585
O, 8.7661, 7.7546, 8.233
O, 2.0377, 2.2476, 8.1396
O, 6.0522, 7.8317, 8.0237
O, 7.3708, 4.4291, 8.0833
O, 5.7456, 2.3072, 8.2259
O, 7.5623, 10.1122, 8.0861
O, 11.2681, 4.7035, 8.1937
O, 1.7452, 7.6606, 8.2585
O, 9.5838, 4.1738, 10.2258
O, 9.1504, 7.6466, 23.1805
O, 8.0203, 4.2102, 23.2238
O, 7.8676, 9.9872, 23.171
O, 2.1972, 7.3358, 22.8808
O, 4.1256, 5.4642, 22.7749
O, 0.1512, 9.9149, 22.9509
O, 6.1877, 2.3074, 22.9484
O, 11.4824, 4.4992, 23.0045
O, 6.4054, 7.734, 23.3351
Si, 9.0754, 11.9282, 20.4938
Si, 6.4163, 3.5363, 9.0725
Si, 13.3468, 2.4964, 9.7149
Si, -2.7395, 7.4214, 15.3633
Si, 0.9874, 3.0707, 19.1351
Si, -0.4259, -3.6017, 19.8604
Si, 7.3827, 8.5889, 8.631
Si, -4.2647, 5.9125, 13.0942
Si, 5.939, 11.2535, 16.3438
Si, 7.7697, 8.416, 22.7425
Si, 7.3347, 3.1807, 22.1404
Si, 14.5605, 6.2338, 21.8948
Si, 11.9393, 4.8525, 21.4713
Si, 11.8884, 7.9906, 15.0392
Si, 1.9707, 11.1146, 19.3338
Si, 4.4998, 9.8094, 18.6459
Si, -1.0208, 3.544, 9.1013
Si, 1.5036, 0.7399, 12.1169
Si, 8.5201, 3.4905, 11.262
Si, -1.4085, 12.2504, 13.0206
Si, 3.6616, 4.6001, 18.1242
Si, 8.3911, 7.0441, 18.3519
Si, 3.3665, -1.801, 11.8104
Si, 0.6048, -0.0287, 16.4748
Si, 2.2388, -3.4421, 9.7919
Si, 3.858, 4.8054, 10.4605
Si, 1.7792, 5.4248, 14.5111
Si, 7.2872, 9.3538, 19.8996
Si, 6.5949, -6.3725, 19.4254
Si, 1.2646, 7.2409, 12.4385
Si, 0.9456, 2.3716, 14.4892
Si, -0.1188, 10.0546, 21.3364
Si, 4.5602, 4.8108, 13.6118
Si, -3.6649, -0.7403, 14.1154
Si, 2.7111, 7.2632, 19.0374
Si, 7.5323, 2.6141, 17.1609
Si, 10.2684, 1.8878, 17.6416
Si, 5.0021, 2.976, 15.7406
Si, 6.5583, 8.6804, 11.7294
O, -0.0036, 2.839, 17.8423
O, -4.1893, 5.9608, 19.1125
O, 12.8731, 1.1982, 15.6022
O, 3.2819, 6.2439, 9.9454
O, 8.2435, 6.8042, 16.7423
O, 6.6838, 4.1351, 20.9911
O, 0.2685, 8.1369, 13.3889
O, 0.1856, 2.878, 9.9614
O, 10.46, 7.4812, 15.5829
O, 5.233, 4.49, 9.6574
O, 5.2078, -0.8784, 17.1831
O, 9.8023, 2.4318, 8.1776
O, 4.6449, 3.2787, 14.1823
O, -1.9835, 1.6044, 19.0949
O, -0.9084, 0.4905, 16.8831
O, 3.3956, 6.9746, 20.5118
O, 7.3037, 3.3786, 18.5697
O, 2.7995, 7.8292, 12.6321
O, 4.2273, 15.7896, 12.0361
O, 8.3833, -1.9978, 15.0433
O, 4.0576, 3.8734, 16.725
O, -1.2113, 0.3315, 21.2117
O, 3.4011, 16.4912, 14.4747
O, 1.4179, 10.6766, 17.8632
O, 9.9752, 6.9549, 18.8077
O, 1.3108, 3.9082, 14.9637
O, 1.9479, -5.8967, 21.4514
O, 4.9974, 4.6402, 19.0719
O, 4.9936, 9.1613, 11.9353
O, -0.432, -4.7248, 21.037
O, 5.6723, 9.5051, 19.7313
O, -3.6614, -0.119, 20.1331
O, 7.6291, 8.3634, 21.1356
O, 7.886, 8.5845, 18.592
O, -3.6338, 4.6434, 12.2798
O, 13.9404, -7.0707, 18.7309
O, 15.2083, 0.1166, 19.2461
O, -2.3579, 2.2386, 12.0437
O, 8.4182, 13.1006, 21.4307
O, 1.5109, 1.6676, 19.7284
O, 9.1192, 13.6, 16.7662
O, 2.9856, 8.8915, 10.2284
O, 4.7501, 1.3888, 16.0032
O, 0.0679, 3.7326, 20.3209
O, 1.2099, -5.244, 12.9822
O, 14.7563, 6.1386, 17.939
O, 12.9208, -0.6989, 20.5545
O, 3.4102, 8.6137, 18.4796
O, -4.9203, 10.8538, 14.9437
O, -0.1524, 0.5001, 12.2579
O, 1.2894, 6.7226, 15.4105
O, 7.4272, 9.6855, 12.6616
O, 1.063, 18.3065, 19.1307
O, 8.4754, 6.43, 14.1324
O, -2.4095, 0.2777, 13.8158
O, 2.7331, 3.6655, 10.2344
O, 7.113, 8.7911, 10.214
O, -4.3314, 13.8821, 10.3448
O, 12.2216, 9.4664, 15.6853
O, 14.1156, -0.5299, 12.4181
O, 1.8312, 12.9015, 13.1648
O, 1.9516, 12.0864, 10.6022
O, -0.6556, 2.2957, 14.1074
O, 6.0043, 5.486, 13.9267
O, -0.7731, 8.7485, 20.599
O, 6.8336, 7.1228, 12.126
O, 6.5968, -7.6292, 16.0095
O, 7.0515, 1.0472, 17.3095
O, 0.9545, 7.2892, 10.827
H, 3.8385, -0.8251, 7.9378
H, 3.7129, 4.5625, 7.7583
H, -0.0347, -0.8433, 7.9553
H, 9.8336, 2.2555, -9.803
H, 2.0057, 2.1876, -10.001
H, 3.9765, -0.8207, -10.0627

Results
free energy: -143023.215 eV
free energy less fixed offsets of H -15.97, O -568.88, Si -635.61 eV per atom: -0.165 eV

Forces (eV/angstrom), in the order of the atoms: element, x, y, z
Si, 0.0131, -0.0816, 0.0475
Si, -0.0597, -0.1859, -0.4422
Si, 0.0545, 0.0106, -0.1138
Si, -0.008, 0.2389, -0.4076
Si, -0.1645, -0.0078, -0.0387
Si, 0.0721, 0.343, -0.4021
Si, 0.0413, 0.0746, 0.0974
Si, 0.0082, 0.0203, -0.0265
Si, -0.0507, 0.1349, -0.001
Si, -0.0756, 0.0145, 0.0071
Si, 0.0037, -0.1709, -0.0269
Si, 0.0838, -0.0514, 0.0096
Si, -0.0297, 0.0024, -0.0107
Si, -0.0409, -0.0562, -0.0424
Si, -0.0825, -0.1492, -0.0187
Si, 0.0574, 0.072, -0.0945
Si, -0.0668, 0.0888, -0.0713
Si, 0.0458, 0.0588, 0
Si, 0.09, -0.1192, -0.0061
Si, -0.1755, -0.0489, -0.0193
Si, 0.045, -0.0803, -0.065
Si, -0.1124, 0.1325, -0.0738
Si, 0.0318, 0.0588, -0.0018
Si, 0.0718, 0.086, 0.0298
Si, 0.0352, -0.092, 0.0569
Si, -0.0647, -0.0853, -0.0469
Si, -0.0002, -0.1137, -0.0285
Si, 0.0664, 0.064, -0.0013
Si, -0.0112, 0.0584, 0.103
Si, 0.0036, 0.1372, -0.0633
Si, 0.0207, -0.0345, 0.1143
Si, 0.064, -0.1223, 0.0652
Si, -0.0086, -0.1002, 0.0316
Si, -0.0348, 0.1132, 0.0092
Si, -0.0078, 0.0657, 0.0509
Si, 0.0123, 0.1257, -0.0022
Si, 0.033, -0.0731, -0.1329
Si, -0.0101, -0.0418, -0.1899
Si, 0.0971, 0.018, 0.1443
Si, 0.0938, 0.0269, -0.1937
Si, 0.0055, 0.0338, -0.3428
Si, 0.0323, -0.048, 0.0386
Si, 0.065, -0.1081, -0.1989
Si, -0.0023, -0.0966, 0.0858
Si, 0.0612, -0.0402, -0.0225
Si, 0.1264, -0.0648, -0.2012
Si, -0.0139, -0.0177, -0.1578
Si, 0.016, -0.048, 0.0568
Si, -0.0029, 0.0758, -0.0049
Si, 0.0066, 0.0446, -0.0157
Si, -0.0004, -0.012, 0.0216
Si, -0.0038, -0.0683, -0.0238
Si, 0.0011, -0.0635, -0.0281
Si, 0.0085, 0.0035, 0.0082
Si, 0.0096, 0.08, -0.0085
Si, -0.0153, 0.0547, -0.0528
Si, -0.0044, 0.0072, 0.013
Si, 0.0046, -0.1173, -0.0243
Si, -0.0104, 0.0214, -0.0011
Si, 0.0014, -0.0569, 0.0119
Si, -0.0751, 0.047, 0.0896
Si, -0.0726, 0.0702, 0.0497
Si, -0.0063, 0.0518, 0.0221
Si, -0.0486, 0.076, 0.0638
Si, -0.041, 0.0411, -0.1363
Si, -0.0046, 0.0143, -0.0494
Si, -0.0659, 0.083, 0.0823
Si, 0.016, 0.0686, -0.0606
Si, -0.0439, 0.0654, 0.1165
Si, -0.0085, -0.0023, -0.0247
Si, -0.0996, 0.0241, -0.0165
Si, -0.0428, 0.0325, -0.096
Si, 0.0245, -0.1302, 0.0391
Si, -0.0505, -0.1127, 0.0306
Si, -0.0153, -0.1221, 0.043
Si, -0.0115, 0.0942, 0.0534
Si, -0.0021, 0.1136, 0.02
Si, -0.0176, 0.1287, 0.0252
Si, 0.0072, -0.1495, 0.0293
Si, 0.0234, -0.1725, 0.0484
Si, 0.001, -0.1216, 0.0263
Si, -0.0228, 0.1231, -0.0051
Si, -0.0181, 0.1062, -0.0074
Si, 0.009, 0.1167, 0.0203
Si, 0.0375, -0.0712, -0.0358
Si, -0.0863, -0.1556, -0.0026
Si, 0.0137, -0.0888, 0.0044
Si, -0.0103, 0.0825, -0.0111
Si, 0.0004, 0.102, 0.0257
Si, 0.0989, 0.1003, -0.0463
Si, 0.0379, -0.0971, -0.0207
Si, -0.0021, -0.0209, -0.0359
Si, 0.1406, -0.1195, 0.0585
Si, -0.0795, 0.1345, -0.0276
Si, 0.03, 0.0677, 0.0125
Si, -0.0424, 0.0844, -0.0275
Si, 0.0455, 0.0741, -0.0847
Si, 0.0515, 0.0369, -0.0704
Si, 0.0392, 0.0607, 0.1103
Si, -0.0299, -0.0165, 0.0845
Si, -0.0328, -0.0317, -0.0239
Si, 0.0152, 0.003, 0.0255
Si, -0.0476, 0.0776, 0.0678
Si, -0.0604, 0.1243, -0.0274
Si, 0.0347, 0.1241, 0.093
Si, 0.0548, -0.0618, 0.0614
Si, -0.0713, -0.1383, 0.0976
Si, 0.0084, -0.0826, -0.0585
O, -0.0483, 0.1016, 0.0012
O, -0.0058, -0.0059, -0.026
O, -0.0016, 0.0201, -0.099
O, -0.0059, -0.0233, -0.0268
O, 0.0299, 0.0305, -0.0266
O, -0.0034, -0.0437, -0.1087
O, 0.0012, -0.0051, -0.0438
O, -0.0103, 0.0107, -0.0501
O, 0.0049, 0.0492, -0.0996
O, -0.049, 0.0297, 0.0824
O, -0.0399, -0.085, 0.0043
O, 0.0137, 0.0202, 0.1526
O, 0.0736, -0.1156, 0.0512
O, -0.0721, 0.0614, -0.0148
O, 0.0075, 0.0369, 0.0614
O, 0.0369, -0.0301, 0.1199
O, 0.0208, -0.057, -0.0652
O, 0.0266, 0.0457, 0.082
Si, -0.048, -0.0432, -0.1547
Si, -0.005, -0.0354, 0.0361
Si, -0.0423, 0.0121, 0.0193
Si, -0.0275, -0.0499, 0.0418
Si, 0.034, -0.0246, -0.0452
Si, 0.0264, -0.0718, -0.13
Si, 0.061, -0.0412, 0.0672
Si, 0.0244, -0.0238, 0.0572
Si, 0.0192, -0.0394, 0.0593
Si, -0.0127, -0.0025, -0.0922
Si, -0.0438, 0.042, -0.0026
Si, 0.0406, 0.0259, -0.0066
Si, 0.0155, 0.0251, -0.1286
Si, -0.0329, 0.0103, -0.0213
Si, 0.0528, 0.0461, -0.0527
Si, 0.0034, -0.023, 0.0617
Si, 0.0137, -0.0381, 0.0674
Si, 0.0287, -0.0565, 0.0341
Si, -0.0032, 0.0216, 0.1198
Si, -0.029, 0.0418, 0.0124
Si, 0.0282, 0.0538, 0.015
Si, 0.0132, 0.0637, 0.002
Si, 0.0274, 0.0099, 0.1416
Si, -0.0454, 0.0269, 0.0646
Si, 0.0048, 0, 0.0489
Si, -0.0196, -0.0143, 0.0853
Si, 0.0004, -0.0141, -0.0354
Si, -0.032, -0.0121, -0.1784
Si, 0.0355, 0.0016, -0.1568
Si, 0.0416, 0.0061, 0.0088
Si, -0.0261, 0.0104, 0.0291
Si, 0.013, -0.0287, -0.0798
Si, 0.0452, 0.0335, -0.0331
Si, 0.0118, -0.066, -0.0016
Si, -0.0147, 0.0156, -0.042
Si, 0.029, 0.0654, 0.0244
Si, 0.0391, 0.0338, -0.0195
Si, 0, 0.0499, 0.0077
Si, -0.0335, -0.0342, 0.1562
O, -0.0086, 0.0047, 0.0332
O, -0.015, -0.0454, 0.059
O, 0.0387, 0.0092, -0.0056
O, 0.0327, -0.0761, -0.0276
O, 0.0235, 0.0025, -0.0395
O, -0.0059, 0.0116, 0.0488
O, -0.0242, 0.0167, -0.0041
O, 0.0158, -0.0247, -0.0768
O, 0.0005, 0.0039, 0.0066
O, -0.0031, 0.0266, -0.0379
O, 0.0116, 0.0365, -0.0412
O, -0.0028, 0.0123, -0.0534
O, -0.0097, -0.0127, 0.0195
O, -0.0276, -0.0222, 0.1093
O, 0.0419, -0.0391, -0.0001
O, 0.0004, -0.0046, 0.0912
O, -0.0325, -0.0103, 0.0201
O, -0.031, -0.014, -0.0118
O, -0.0265, -0.0188, -0.0583
O, 0.0004, 0.023, -0.0038
O, 0.0207, -0.0438, 0.0136
O, 0.002, 0.0205, 0.0406
O, -0.0336, -0.001, 0.0262
O, -0.0594, -0.0061, -0.0412
O, -0.0109, 0.0057, 0.0632
O, -0.0088, -0.0086, -0.0025
O, -0.0069, -0.0285, 0.0821
O, -0.0252, -0.0188, 0.0341
O, -0.0124, 0.0049, -0.0646
O, -0.0267, 0.0024, 0.0886
O, -0.0229, 0.0134, 0.0264
O, 0.0498, 0.0534, 0.0817
O, 0.021, -0.0415, 0.0911
O, 0.0089, -0.0165, 0.0639
O, -0.0029, 0.0225, -0.0452
O, -0.0004, -0.0113, 0.0343
O, -0.0072, -0.0308, 0.0287
O, 0.0267, -0.0374, -0.0088
O, 0.0094, -0.0097, 0.0548
O, -0.0123, 0.0064, 0.0344
O, -0.0264, -0.0095, -0.004
O, 0.0091, 0.001, -0.0834
O, -0.0296, 0.0173, -0.0152
O, 0.0095, -0.0226, 0.0623
O, -0.0027, 0.0056, -0.0245
O, 0.0102, -0.0457, 0.0403
O, -0.003, 0.0023, 0.0696
O, 0.0069, 0.0211, 0.0191
O, -0.0013, -0.0101, -0.0083
O, 0.0196, 0.0026, -0.0276
O, -0.002, 0.0059, 0.0412
O, 0.0302, 0.0338, -0.0025
O, -0.0081, -0.0099, 0.0529
O, 0.0079, 0.0232, 0.004
O, -0.0005, -0.0211, 0.0072
O, 0.0185, 0.0168, -0.0522
O, 0.0177, 0.0006, -0.0962
O, -0.0167, -0.0055, -0.0999
O, -0.0018, -0.0189, -0.0148
O, -0.0471, 0.0547, -0.0369
O, 0.0051, 0.0252, -0.0019
O, 0.0013, -0.0089, -0.0207
O, 0.0294, 0.0144, -0.0065
O, -0.0266, 0.011, -0.0048
O, 0.0085, 0.0502, 0.1028
O, -0.0042, 0.0181, -0.0618
O, -0.0075, -0.0443, 0.0194
O, -0.0276, 0.0158, 0.0113
O, -0.0089, -0.0262, 0.0108
H, -0.013, -0.0231, 0.067
H, 0.0069, -0.0132, 0.0366
H, 0.0129, -0.0255, 0.0875
H, -0.0082, -0.3383, 0.4676
H, 0.033, -0.2613, 0.428
H, 0.0464, 0.2515, 0.4911

The program warned: the cutoff lies below the one the program advises for these potential files; the exchange-correlation potential is rough where the density is thin.
